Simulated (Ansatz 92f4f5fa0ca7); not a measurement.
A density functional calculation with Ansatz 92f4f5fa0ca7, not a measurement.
Periodic cell of 204 atoms, Si116O72As16, with a vacuum gap, from a study of silicon, its oxide and their interface. The atomic structure is a simulated model.
Doubt: the cutoff is low for norm-conserving oxygen, so forces and energies are approximate.
Doubt: the program's own warning below bears on the result.

Settings: functional HSE06; potential files SPMS norm-conserving; basis plane waves; wave-function cutoff 800 eV; density cutoff ratio 4; exchange-correlation grid ratio 1; k mesh 1 x 1 x 1, Gamma-centred; occupations fixed; spin none; net charge 0.

Cell vectors (angstrom)
a 10.938 0 0
b 0 10.938 0
c 0 0 34.6578

Atoms: element, x, y, z (angstrom)
As 0.4272 10.5125 27.0616
As 5.8958 10.5121 27.0581
As 2.3087 3.1607 27.0636
As 7.7758 3.1627 27.059
As 0.4286 5.0407 27.0595
As 5.8953 5.0429 27.0618
As 2.307 8.6316 27.0596
As 7.7776 8.633 27.0555
Si 1.3671 1.3674 28.5004
Si 6.8365 1.3678 28.4963
Si 4.1023 4.1025 28.5004
Si 9.5707 4.1018 28.496
Si 1.3673 6.8369 28.4965
Si 6.8375 6.8376 28.4966
Si 4.1022 9.5705 28.4964
Si 9.5709 9.5716 28.4975
Si 2.7707 0.0337 29.8694
Si 8.2373 0.0356 29.8692
Si -0.0362 2.7008 29.87
Si 5.4351 2.6986 29.8695
Si 2.7678 5.5049 29.8694
Si 8.2391 5.5035 29.869
Si -0.0344 8.1681 29.8691
Si 5.434 8.1694 29.8685
Si 4.1018 1.3673 31.2396
Si 9.5708 1.3673 31.2396
Si 1.3673 4.1018 31.2396
Si 6.8362 4.1018 31.2396
Si 4.1018 6.8362 31.2396
Si 9.5708 6.8362 31.2396
Si 1.3673 9.5708 31.2396
Si 6.8362 9.5708 31.2396
Si 0 0 32.6068
Si 5.469 0 32.6068
Si 2.7345 2.7345 32.6068
Si 8.2035 2.7345 32.6068
Si 0 5.469 32.6068
Si 5.469 5.469 32.6068
Si 2.7345 8.2035 32.6068
Si 8.2035 8.2035 32.6068
Si 1.3673 1.3673 33.9741
Si 6.8362 1.3673 33.9741
Si 4.1018 4.1018 33.9741
Si 9.5708 4.1018 33.9741
Si 1.3673 6.8362 33.9741
Si 6.8362 6.8362 33.9741
Si 4.1018 9.5708 33.9741
Si 9.5708 9.5708 33.9741
Si 2.7345 0 0.6835
Si 8.2035 0 0.6835
Si 0 2.7345 0.6835
Si 5.469 2.7345 0.6835
Si 2.7345 5.469 0.6835
Si 8.2035 5.469 0.6835
Si 0 8.2035 0.6835
Si 5.469 8.2035 0.6835
Si 4.1018 1.3673 2.0507
Si 9.5708 1.3673 2.0507
Si 1.3673 4.1018 2.0507
Si 6.8362 4.1018 2.0507
Si 4.1018 6.8362 2.0507
Si 9.5708 6.8362 2.0507
Si 1.3673 9.5708 2.0507
Si 6.8362 9.5708 2.0507
Si 0 0 3.418
Si 5.469 0 3.418
Si 2.7345 2.7345 3.418
Si 8.2035 2.7345 3.418
Si 0 5.469 3.418
Si 5.469 5.469 3.418
Si 2.7345 8.2035 3.418
Si 8.2035 8.2035 3.418
Si 1.3685 1.3642 4.8746
Si 6.837 1.3673 4.6939
Si 4.1025 4.1013 4.873
Si 9.5677 4.1027 4.6949
Si 1.3706 6.8335 4.6959
Si 6.8363 6.8349 4.8717
Si 4.1023 9.5688 4.697
Si 9.5715 9.5714 4.873
Si 2.8275 -0.0891 6.1504
Si 8.1129 0.0858 6.1443
Si -0.0899 2.8189 6.1389
Si 5.5559 2.6419 6.1432
Si 2.6513 5.5552 6.1454
Si 8.2906 5.3843 6.1412
Si 0.0893 8.1116 6.1421
Si 5.384 8.2922 6.1459
As 4.5476 0.925 7.5867
As 9.1222 1.816 7.5712
As 0.9174 4.5445 7.5659
As 7.2749 3.6624 7.5737
As 3.6663 7.2728 7.5808
As 10.0101 6.3962 7.5745
As 1.8131 9.1209 7.5768
As 6.3991 10.0076 7.5827
Si 3.0903 0.3154 16.618
Si 9.7113 10.9907 17.0908
Si 10.8425 3.638 11.6362
Si 7.7033 8.317 17.4074
Si 3.799 9.6199 12.2914
Si 10.6208 2.541 20.0588
Si 0.6935 8.5041 16.6277
Si 9.4795 8.3598 20.1118
Si 2.5848 2.62 12.3311
Si 5.4355 2.9058 12.1872
Si 10.0241 2.5196 14.2658
Si 6.4217 8.4929 12.257
Si 9.4989 6.1746 16.9145
Si 5.7577 1.508 19.4735
Si 0.3868 6.4019 12.0698
Si 3.2711 7.795 14.7235
Si 9.1687 5.2733 19.8814
Si 7.9416 9.0615 14.5056
Si 6.3464 5.4917 13.3596
Si 4.9655 0.8654 14.4224
Si 8.9861 6.164 14.043
Si 1.662 8.8285 19.561
Si 2.4364 5.1507 14.1344
Si 3.5239 6.4548 19.022
Si 0.0278 2.5766 17.1101
Si 6.0701 4.7073 19.278
Si 1.2586 11.2343 14.0904
Si 8.964 9.9425 11.9509
Si 2.53 4.4174 16.9182
Si 2.5615 0.8977 19.5929
Si 8.6173 0.2305 20.1548
Si 0.9873 9.3416 11.7825
Si 5.6817 4.2575 16.2561
Si 8.3212 2.0335 11.9078
Si 4.719 8.6314 17.0956
Si 6.8768 1.3367 16.4861
O 5.4852 4.5125 12.3918
O 10.0949 6.7786 13.0435
O 7.9325 9.3376 16.124
O 3.949 1.2983 15.6388
O 10.7959 1.0882 14.2588
O 9.1724 10.9008 18.6328
O 10.4486 9.8586 11.2294
O 1.8309 8.077 15.495
O 6.5988 2.9052 16.1161
O 6.0965 6.9382 12.6244
O 8.7209 8.4294 18.6619
O 9.5529 5.5009 15.4198
O 8.5724 2.2549 13.5332
O 2.8798 3.7235 13.5101
O 3.994 10.0609 17.2734
O 6.1016 1.0849 17.9173
O 8.124 7.4627 14.4321
O 7.8534 8.7933 11.4607
O 10.1291 3.0762 15.7948
O 0.9525 9.8164 13.3523
O 2.4888 9.9156 11.2945
O 4.0153 7.3585 17.7781
O 10.7886 7.1579 16.9548
O 2.5777 5.3173 18.2938
O 8.3791 0.4577 11.5274
O 7.5312 5.0301 19.9626
O 4.3239 10.7924 13.3175
O 5.7843 3.1379 19.6521
O 10.7628 3.6264 13.2915
O 10.166 2.7649 18.5075
O 7.0335 0.7613 20.2747
O 1.5701 5.8621 12.9977
O 9.5315 2.8214 11.0878
O 3.9994 2.4883 11.4803
O 2.2273 10.2883 20.0907
O 9.6364 1.3984 20.7552
O 1.9472 10.7988 15.5192
O 2.6291 7.5158 19.9469
O 9.0774 9.8257 13.6039
O 3.6171 6.2221 14.4587
O 0.109 0.9679 17.0245
O 7.9838 6.8013 16.943
O 10.4256 9.6286 16.4275
O 6.1597 4.9377 17.6641
O 6.2594 0.3797 15.3003
O 3.2562 8.4189 13.2351
O 9.3444 6.7756 20.5971
O 2.5578 1.0263 17.9679
O 8.4755 0.9499 16.4302
O 5.4296 2.2032 13.648
O 4.8036 5.6962 19.7745
O 6.8246 2.4947 11.4197
O 10.8531 5.1828 11.0732
O 6.5519 9.3048 13.6825
O 5.1248 9.1217 11.4539
O 1.5105 3.202 17.2531
O 0.1558 8.6156 20.1411
O 0.9362 7.7543 11.3646
O 1.3698 2.9784 11.2819
O 4.056 3.9969 16.4621
O 9.6302 5.3142 18.2927
O 10.1129 4.0739 20.6158
O 7.9658 5.1633 13.2485
O 4.1944 1.1352 19.9752
O 8.8023 9.6762 20.9002
O 1.7494 5.0253 15.6082
O 6.1791 8.6644 17.8188
O 5.9939 5.2045 14.9543
O 1.3022 1.947 20.1363
O 1.5469 8.943 17.9406
O 2.1658 1.2672 13.137
O 4.6026 8.3492 15.4985

Results
free energy: -87909.760 eV
free energy less fixed offsets of As -2657.37, O -447.96, Si -113.29 eV per atom: 2.920 eV
gap between the highest filled and lowest empty level on this k mesh: 1.745 eV

The program warned: the cutoff lies below the one the program advises for these potential files; the model core charge is not resolved on the grid; the forces do not sum to zero within the program's tolerance; the exchange-correlation potential is rough where the density is thin.
